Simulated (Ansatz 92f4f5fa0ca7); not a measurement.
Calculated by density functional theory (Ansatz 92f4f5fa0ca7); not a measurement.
Periodic cell of 223 atoms, Si132O90As1, from a study of silicon, its oxide and their interface. The atomic structure is a simulated model.
Doubt: the cutoff is far below the 930 eV that the study's wrapper takes by default for these files, so forces and energies are approximate.
This geometry differs little from another in the collection (a relaxation step or a small displacement).

Settings: functional PBE; potential files Ansatz PAW; basis plane waves; wave-function cutoff 580 eV; density cutoff ratio 5; exchange-correlation grid ratio 1; k mesh 1 x 1 x 1, Gamma-centred; self-consistency stop 5e-08 eV per atom in the density residual; occupations fixed; spin none; net charge +1 e, with a uniform compensating background and no finite-size correction.

Cell vectors (angstrom)
a  10.938  0  0
b  0  10.938  0
c  0  0  32.1988

Atoms and the computed forces on them: element, x, y, z (angstrom), force x, y, z (eV/angstrom)
Si  10.5933  0.2342  24.8562  -0.0061  0.0056  0.0276
Si  5.7406  10.6959  24.7238  0.0135  -0.0126  0.026
Si  2.49  2.9233  24.6208  -0.0008  0.0141  0.0254
Si  8.4294  2.4799  24.8136  0.009  -0.0138  0.0291
Si  0.2794  5.1785  24.7486  0.0168  -0.0042  0.0293
Si  5.1608  5.759  24.6838  -0.0092  0.0051  0.0308
Si  2.9376  8.0242  24.5893  0.0098  -0.0126  0.0283
Si  7.9488  8.4453  24.7138  -0.0067  0.012  0.0302
Si  1.3387  1.4014  26.0342  0.0074  -0.0102  0.0025
Si  6.8523  1.3249  26.1183  -0.0073  0.0112  0.0052
Si  4.0507  4.1202  25.9898  0.0055  -0.006  0.0083
Si  9.6166  4.0741  26.0882  -0.0119  0.0091  0.004
Si  1.4056  6.845  26.0031  -0.0074  0.0045  0.0071
Si  6.7791  6.8695  26.0256  0.0071  -0.0061  0.0022
Si  4.1114  9.5544  25.9984  -0.005  0.0085  0.0036
Si  9.4694  9.5851  26.1482  0.0095  -0.0076  0.0066
Si  2.7488  0.0255  27.3384  0.0017  -0.0009  0.0112
Si  8.175  0.0057  27.5532  -0.0004  0.0023  -0.0114
Si  0.0285  2.7425  27.4831  0.0014  0.0016  -0.0019
Si  5.4612  2.7746  27.3592  0.0016  -0.001  0.0058
Si  2.7448  5.4917  27.4252  -0.0005  0.0022  -0.0055
Si  8.2074  5.5013  27.3499  0.0021  -0.0003  0.0085
Si  0.0127  8.2147  27.3695  0.0013  0.0013  0.0061
Si  5.4587  8.2274  27.4405  -0.0005  0.0016  -0.0009
Si  4.1013  1.4016  28.7502  0.0011  0.0001  -0.0101
Si  9.5958  1.3858  28.8506  0.0025  -0.0001  0.0191
Si  1.3849  4.1389  28.8216  0.0035  0.0075  0.0105
Si  6.8504  4.137  28.7482  -0.0013  0.002  -0.0085
Si  4.1161  6.8515  28.809  0.001  -0.0006  0.0058
Si  9.5762  6.8599  28.7573  0.0023  -0.0014  -0.0066
Si  1.3885  9.6039  28.7436  0.0019  -0.0009  -0.0091
Si  6.8034  9.5742  28.8661  -0.0096  -0.0022  0.0206
Si  0.05  0.0216  30.1667  -0.0019  0.0039  0.0037
Si  5.4549  0.0549  30.1632  0.0061  -0.0052  0.0036
Si  2.7651  2.7692  30.157  -0.0004  0.0035  0.005
Si  8.2228  2.7923  30.1462  0.0035  -0.0024  0.0025
Si  0.0084  5.5145  30.1468  0.0013  -0.001  0.0047
Si  5.5112  5.5027  30.1531  0.0001  0.0027  0.0047
Si  2.755  8.2557  30.1308  0.0033  -0.0017  0.0061
Si  8.2315  8.2205  30.167  -0.0012  0.0034  -0.0003
Si  1.4061  1.4065  31.5517  0.0004  0.0015  -0.0108
Si  6.8584  1.4212  31.5137  -0.0001  0.0006  -0.0107
Si  4.1417  4.1424  31.5312  0.0029  -0.0009  -0.0139
Si  9.5942  4.1503  31.5361  0.001  0.0038  -0.012
Si  1.3874  6.8984  31.5033  -0.002  -0.0003  -0.0136
Si  6.8743  6.864  31.5588  0.0035  0.0015  -0.0116
Si  4.1116  9.6157  31.5421  -0.0039  0.0015  -0.0129
Si  9.6088  9.6003  31.5358  0.0006  -0.0011  -0.0116
Si  2.7749  0.0484  0.7237  0.0004  -0.0003  0.0101
Si  8.2391  0.0612  0.6696  -0.0018  0.001  0.0232
Si  0.0336  2.7929  0.7062  -0.0062  0.0004  0.0094
Si  5.5225  2.7893  0.6939  0.0004  0.0009  0.0178
Si  2.7798  5.5581  0.6593  -0.0042  0.0046  0.0184
Si  8.2582  5.5137  0.7246  0.0021  -0.0013  0.0109
Si  0.0491  8.2474  0.6988  0.0024  0.0006  0.0153
Si  5.5157  8.2723  0.7045  0.0037  0.0009  0.0095
Si  4.1748  1.4223  2.0783  -0.0046  0.0044  -0.0064
Si  9.5984  1.409  2.0793  0.0147  0.0009  -0.0045
Si  1.4145  4.2125  2.0439  0.003  0.0064  -0.005
Si  6.8904  4.1407  2.094  0.0038  0.002  -0.0042
Si  4.1455  6.9036  2.0817  -0.004  0.0001  -0.0075
Si  9.627  6.9002  2.0948  -0.0056  0.0036  -0.0044
Si  1.4065  9.6145  2.0936  -0.005  -0.0014  -0.0005
Si  6.8996  9.6482  2.086  -0.0023  -0.0128  -0.0122
Si  0.002  0.012  3.4284  -0.0293  -0.0126  -0.0111
Si  5.5573  0.0881  3.4756  0.001  0.0077  0.0312
Si  2.8293  2.8711  3.3499  0.0045  0.0081  -0.0158
Si  8.2391  2.7639  3.4705  -0.0131  -0.005  0.0201
Si  0.0817  5.5705  3.4651  0.0102  0.0029  0.0068
Si  5.5403  5.5422  3.4216  -0.0107  -0.006  0.0014
Si  2.8018  8.2819  3.4679  0.0014  -0.0028  0.0122
Si  8.2977  8.3093  3.4362  -0.0032  0.0259  0.0044
Si  1.4138  1.496  4.6199  -0.0046  0.0024  -0.0104
Si  6.9079  1.4152  4.954  0.005  0.001  -0.0069
Si  4.2062  4.1588  4.8189  0.0152  -0.0045  -0.0133
Si  9.6216  4.171  4.7969  0.001  0.0006  -0.016
Si  1.4632  6.9272  4.8897  -0.0212  0.0261  -0.0128
Si  6.9061  6.9483  4.7799  0.0016  0.0092  -0.0096
Si  4.1803  9.6692  4.8566  -0.0057  0.0077  -0.0183
Si  9.6996  9.5405  4.9292  -0.0236  0.0037  -0.0239
Si  2.8261  0.2786  6.0033  0.0322  -0.0279  -0.0075
Si  8.2845  -0.0047  6.2769  0.0051  0.0431  -0.0244
Si  0.0815  2.7768  6.0491  -0.02  0.0225  0.0119
Si  5.5364  2.8273  6.2949  0.0249  -0.0107  -0.0085
Si  2.8841  5.5599  6.17  -0.0179  0.0092  -0.0057
Si  8.2675  5.5626  6.1149  -0.0219  -0.0012  0.0027
Si  0.2473  8.2338  6.4451  0.1118  -0.1699  0.1912
Si  5.5797  8.3103  6.207  -0.0109  0.0133  0.0242
Si  3.8774  1.6966  7.6163  0.0032  0.0203  -0.0218
Si  9.8706  1.2735  7.4993  -0.019  -0.0289  -0.0714
Si  1.6644  3.9356  7.3583  0.0795  -0.0128  -0.0852
Si  6.7065  4.5067  7.5481  0.0044  0.0018  -0.0636
Si  4.4484  6.7287  7.5452  0.0523  -0.0575  -0.0543
Si  9.4708  7.0189  7.5512  0.0076  0.0973  -0.1926
Si  1.2781  10.1662  7.3715  -0.073  0.0817  -0.0681
Si  7.1909  9.3035  7.7003  -0.0396  -0.0002  -0.0782
O  8.3453  8.1698  7.8276  0.0502  -0.0889  0.0663
O  2.7634  2.8616  7.9699  -0.0268  -0.0087  0.0088
O  9.5326  1.3674  24.2734  0.0015  0.0048  -0.0215
O  4.0612  6.8832  24.1412  0.0008  0.0049  -0.0206
O  0.1135  0.2277  7.9971  0.0418  0.0102  0.0136
O  5.5853  5.6256  8.0266  -0.0184  0.0354  0.0097
O  6.8614  9.5882  24.2036  -0.0026  0.0001  -0.0178
O  1.384  4.0784  24.1758  -0.0008  -0.0041  -0.0185
O  3.8787  7.5029  8.8888  -0.1767  0.0288  0.0368
O  0.7236  4.5283  8.5221  -0.0433  0.0217  0.0901
O  9.7877  6.305  8.9932  0.0258  -0.0301  0.1396
O  2.3431  9.7874  8.5684  0.0137  -0.2109  0.1187
O  7.4725  3.9866  8.897  0.0126  -0.0276  0.0696
O  4.3042  0.9763  9.0264  0.0212  -0.0093  0.0484
O  6.7361  9.532  9.2467  -0.0366  0.0311  0.0691
O  9.1952  1.9707  8.8107  -0.0264  0.0204  0.0696
O  7.6975  3.1568  23.5217  -0.0196  0.0169  -0.0492
O  10.4787  5.8375  23.455  -0.0194  0.0191  -0.0491
O  5.0802  0.435  23.3936  -0.0164  0.0227  -0.0492
O  5.8524  5.0846  23.3638  0.019  -0.0213  -0.0487
O  3.1012  2.2024  23.2668  0.0178  -0.0163  -0.0472
O  2.296  8.724  23.2296  -0.0165  0.0127  -0.0427
O  8.6131  7.748  23.3843  0.0195  -0.0172  -0.0485
O  0.2324  10.3167  23.6065  0.0217  -0.0268  -0.0598
Si  4.3783  1.5589  22.4377  0.0002  0.006  0.1056
Si  3.4265  7.813  13.998  0.0064  -0.0031  -0.0203
Si  7.0598  0.8836  14.6545  -0.001  0.0016  -0.0114
Si  0.935  9.3435  22.5172  -0.0011  -0.0061  0.1067
Si  1.1242  4.0947  11.9153  -0.0075  0.0165  -0.0363
Si  6.1739  8.8786  15.2951  0.0002  0.0027  0.0109
Si  0.6824  1.1615  12.3059  -0.0093  -0.0187  -0.0181
Si  8.6134  4.9266  20.4911  -0.0155  0.0202  0.0925
As  0.4892  5.9171  9.6705  -0.0102  -0.0968  0.041
Si  5.0546  3.0691  17.9193  -0.007  -0.0113  0.0311
Si  0.8586  3.6625  16.7501  -0.0073  -0.006  0.0236
Si  10.3584  2.7901  19.2227  -0.0049  -0.0003  0.0564
Si  5.2727  1.1881  10.3549  -0.0043  -0.0095  -0.1068
Si  0.8416  0.1246  19.829  0.0187  -0.0238  0.0728
Si  6.598  9.4268  10.8902  -0.0214  0.0248  -0.0917
Si  9.3019  9.6039  18.307  0.0054  0.0106  0.0375
Si  9.3285  9.1751  12.5857  -0.0191  0.0038  -0.0428
Si  6.5591  3.8416  22.5744  -0.0054  0.001  0.0988
Si  2.3988  8.2256  9.0914  0.1212  0.148  -0.0638
Si  10.5392  7.2849  17.0599  -0.0123  0.0032  0.019
Si  2.4621  6.2048  16.5674  0.003  0.0049  0.0123
Si  10.1604  4.3985  14.2077  -0.0068  -0.0156  -0.0008
Si  6.0891  9.1167  18.4945  -0.008  0.0101  0.0298
Si  7.9482  2.6168  9.6502  0.0016  0.0109  -0.1421
Si  8.8844  2.0551  12.4786  -0.0292  0.0126  -0.0597
Si  5.2772  6.1879  18.0582  0.0088  -0.001  0.0247
Si  3.8878  0.5079  19.4427  -0.0109  0.0064  0.0745
Si  4.1814  3.8261  12.013  0.03  -0.0185  -0.0502
Si  5.5142  6.5293  12.1038  0.0043  0.0057  -0.0473
Si  7.9524  2.4394  17.2286  0.0008  0.0019  0.0236
Si  4.3142  2.4387  14.9171  0.0042  0.0083  -0.0038
Si  1.5176  1.0892  15.2857  0.0033  0.0037  0.0034
Si  1.4688  9.2139  11.9294  -0.0097  -0.0155  -0.0495
Si  7.9955  6.7481  13.8527  -0.0039  0.0068  -0.0244
Si  10.3747  9.7537  15.4902  -0.0118  0.0001  0.0099
Si  9.797  6.9956  22.5352  0.0004  0.0052  0.0986
Si  8.0511  5.4243  17.3954  -0.0031  -0.0043  0.0402
O  5.9889  7.9256  11.2871  -0.0068  -0.032  0.0359
O  5.9425  9.1117  16.88  -0.0013  -0.0028  -0.02
O  7.7097  1.2306  13.2075  0  -0.0021  0.0165
O  0.8053  1.4927  13.892  0.0041  0.0012  -0.0003
O  9.353  6.2034  16.8495  0.0053  0.0048  -0.0101
O  6.7483  6.0863  13.0608  0.0155  0.0003  0.0191
O  5.0646  4.6019  18.5972  -0.0028  0.004  -0.0128
O  9.1806  2.102  18.2773  -0.0116  -0.0015  -0.0206
O  2.3285  0.0431  19.0788  0.0037  -0.0002  -0.0222
O  9.3866  10.1643  16.7525  0.0047  -0.0025  -0.0205
O  2.7001  4.4489  11.6343  -0.0258  -0.0015  0.0215
O  5.0278  10.2696  19.0939  0.0128  -0.0149  -0.0202
O  9.4342  3.1111  13.5558  0.0174  0.0186  0.0151
O  0.3997  1.7035  19.9645  -0.01  0.0095  -0.0225
O  3.1214  1.3077  15.0574  -0.0065  -0.0011  -0.0006
O  8.1396  5.3469  19.0133  -0.0082  0.006  -0.0582
O  3.836  6.5482  17.3805  -0.0133  -0.0019  -0.0118
O  4.5773  3.2135  16.3474  -0.0034  -0.0009  -0.0155
O  9.0347  5.5735  14.2789  0.0048  -0.0067  0.0019
O  5.4411  2.7525  22.1373  -0.0018  -0.0031  -0.033
O  10.632  4.1019  15.7244  -0.0017  0.005  -0.0088
O  0.3226  3.7922  18.2886  0.0116  0.0067  -0.029
O  10.388  10.4364  19.2177  -0.0197  -0.0088  -0.0275
O  9.6517  9.9671  14.0225  0.0022  0.0065  0.0137
O  10.9062  8.1009  22.1069  0.0024  0.0023  -0.0319
O  1.1428  2.0748  16.5236  -0.0029  0.0016  -0.0089
O  9.7003  3.7097  20.4124  0.0139  -0.0181  -0.0342
O  8.0765  3.9654  16.6837  -0.0003  -0.0003  -0.0094
O  -0.1552  8.9803  11.8446  0.0064  0.0095  0.0242
O  6.538  2.3711  18.0434  0.0044  0.0014  -0.0116
O  5.5394  10.7002  11.1686  -0.0062  -0.0009  0.0451
O  7.7054  9.5207  18.8133  0.0007  -0.0017  -0.0119
O  10.0212  0.9644  11.9848  0.0105  -0.0003  0.0171
O  1.3693  7.4364  8.0993  0.0624  0.0759  -0.0476
O  0.6466  4.6027  13.4034  -0.0063  0.0029  0.0046
O  5.6522  7.561  18.9815  -0.0031  -0.005  -0.013
O  5.1713  5.037  11.4503  -0.0042  0.0086  0.0213
O  2.652  6.8884  15.0999  -0.0016  -0.0015  0.0034
O  1.1447  2.5033  11.5522  -0.0025  -0.0056  -0.0007
O  0.8837  10.5478  15.6265  0.0012  -0.0043  0.0001
O  2.1316  8.3619  10.7003  -0.018  0.0201  0.0011
O  4.6417  2.4109  11.2596  -0.0201  0.0304  0.0398
O  4.1339  3.4858  13.6443  -0.0042  -0.0077  0.0251
O  2.1864  4.587  16.4959  -0.0015  0.0006  -0.0053
O  10.6558  8.158  15.6785  0.002  0.0017  -0.005
O  6.8449  10.2168  14.6754  -0.0019  0.0021  0.0002
O  2.2639  8.7403  13.2867  0.0032  -0.001  0.0068
O  7.9289  1.4417  15.9333  -0.0035  -0.0045  -0.008
O  4.1164  6.8797  12.8611  -0.0142  0.0091  0.0171
O  4.1173  1.9553  18.6885  0.0068  0.0179  -0.0253
O  7.2758  4.4223  21.2619  0.029  0.0138  -0.0575
O  8.3665  2.8986  11.182  0.0258  -0.0108  0.0797
O  1.1198  6.7593  17.3436  0.0038  -0.0026  -0.0078
O  5.6152  1.5625  14.6211  0.001  -0.0043  0.0006
O  8.0662  9.7118  11.6237  0.0356  -0.0099  0.0367
O  9.2039  6.2575  21.2287  -0.0139  -0.0293  -0.0576
O  8.8937  7.6537  12.8771  -0.0023  -0.0136  0.0133
O  1.6129  -0.0886  11.8254  -0.0044  0.0061  0.019
O  6.5842  6.0817  17.0607  0.0009  -0.0008  -0.0096
O  7.2807  7.6941  14.9994  -0.0029  0.0022  0.0027
O  1.1887  10.2791  21.2298  -0.0055  0.0323  -0.0729
O  9.9966  8.126  18.343  0.0039  -0.0086  -0.0175
O  3.9382  0.8306  21.0633  -0.0077  -0.0195  -0.0763
O  -0.022  4.7717  10.9647  0.0291  0.0133  0.003
O  6.6993  1.5835  9.6544  -0.0073  -0.0052  0.045
O  4.6759  8.6502  14.6588  -0.0047  -0.0003  0.0021

Results
free energy: -139955.258 eV
free energy less fixed offsets of As -4856.12, O -568.88, Si -635.61 eV per atom: 0.582 eV

The program warned: the cutoff lies below the one the program advises for these potential files; the forces do not sum to zero within the program's tolerance; the exchange-correlation potential is rough where the density is thin.
